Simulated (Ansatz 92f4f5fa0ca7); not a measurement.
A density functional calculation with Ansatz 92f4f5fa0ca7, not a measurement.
Periodic cell of 150 atoms, Si88O58N4, from a study of silicon, its oxide and their interface. The atomic structure is a simulated model.

Settings: functional r2SCAN; potential files Ansatz norm-conserving; basis plane waves; wave-function cutoff 1300 eV; density cutoff ratio 4; exchange-correlation grid ratio 1; k mesh 2 x 2 x 1, shifted by 0.5 0.5 0.5 of a step; self-consistency stop 5e-08 eV per atom in the density residual; occupations Fermi-Dirac, 0.05 eV; spin none; net charge 0.

Cell vectors (angstrom)
a 10.9364 -0.1063 0.0739
b -0.1063 11.0141 0.0364
c 0.1427 0.0703 21.1171

Atoms: element, x, y, z (angstrom)
Si 0.1188 -0.0417 -0.2826
Si 2.9047 2.56 -0.2082
Si -0.2035 5.7979 -0.0323
Si 2.3026 8.8275 -0.2061
Si 5.1468 0.3024 -0.0299
Si 7.7127 3.1752 -0.0058
Si 5.854 5.3448 0.0381
Si 8.3129 7.7058 0.088
Si 1.3388 1.4244 1.2835
Si 4.3057 3.9987 1.3824
Si 1.2876 6.8723 1.2692
Si 4.0749 9.58 1.2171
Si 6.6269 1.2942 1.2049
Si 9.4545 3.9713 1.1683
Si 6.75 6.8262 1.4348
Si 9.5251 9.5041 1.0512
Si 0.1221 2.8368 2.423
Si 3.0025 0.0642 2.4276
Si -0.2274 8.3615 2.6227
Si 2.9051 5.5311 2.4241
Si 5.5116 2.5004 2.8775
Si 8.3163 -0.2656 2.5886
Si 5.4631 8.1881 2.6728
Si 8.1181 5.3514 2.9689
Si 1.5701 4.0453 3.9687
Si 4.101 1.0886 4.1898
Si 1.2761 9.6063 3.8417
Si 4.3796 6.4284 4.1288
Si 6.7735 3.771 4.5918
Si 9.6642 1.0418 3.9661
Si 6.6487 9.4833 4.3805
Si 9.4577 6.9553 4.2958
Si -0.0196 0.1744 5.3236
Si 2.8878 2.8228 5.2751
Si -0.3719 5.1971 4.957
Si 2.7308 8.0468 4.9194
Si 5.3286 -0.379 5.7697
Si 8.031 2.135 5.4617
Si 5.5116 5.2274 5.8625
Si 8.2389 8.059 5.7916
Si 1.5139 1.4005 6.7273
Si 4.005 3.7345 7.3516
Si 1.2241 6.4396 6.2673
Si 3.6622 8.9788 6.9669
Si 6.6415 0.7307 7.1934
Si 9.3283 3.5273 6.7235
Si 6.8472 6.7393 7.095
Si 9.5531 9.4713 6.952
Si 0.2108 2.7981 8.1638
Si 2.2596 -0.4034 8.0268
Si -0.3119 7.752 7.6074
Si 2.1931 5.261 7.999
Si 5.3769 2.3589 8.8507
Si 8.1255 -0.3545 8.5509
Si 5.6962 7.7579 8.7004
Si 8.5014 5.3147 7.9604
Si 1.7482 5.6526 10.2188
Si 3.7232 0.5307 9.6916
Si 1.1739 8.8967 9.2348
Si 3.3706 7.2013 8.6531
Si 7.2665 3.8016 9.4817
Si 9.5628 1.523 9.4971
Si 6.3685 10.0054 9.8774
Si 9.7436 6.0954 9.7402
Si -0.6995 -1.0182 11.3901
Si 0.1054 1.8481 11.9864
Si -3.3569 8.1221 11.4665
Si 4.8781 7.679 16.5318
Si 8.8677 3.5558 13.4543
Si 6.185 11.2508 18.1994
Si 9.6665 6.1839 14.5215
Si 5.2687 6.8271 13.7362
Si 4.1308 4.1333 14.328
Si 9.2383 1.2748 18.8785
Si 12.0894 -0.5778 13.822
Si 5.9102 4.1925 12.0569
Si 9.538 9.293 15.1617
Si 1.5247 5.6284 15.7961
Si -10.6514 8.0444 17.1035
Si 3.1632 2.2396 12.0652
Si 15.1181 -1.6209 14.4156
Si 6.6087 7.3772 19.0151
Si -4.9078 2.5138 16.0759
Si 8.9758 -5.1176 17.2917
Si 2.7174 7.4098 18.6042
Si 9.0263 3.1098 16.5813
Si 12.5232 4.6617 19.0086
Si 6.6443 10.6285 15.2688
O 1.5003 -2.6112 18.2127
O -0.5599 0.444 19.4796
O 2.4768 3.4341 19.4979
O 4.1571 1.65 -0.5681
O 0.3143 4.9885 19.7208
O 3.5443 6.9844 17.1516
O 3.4239 8.338 19.8355
O 2.8015 5.8351 19.279
O 1.3939 -0.9459 -0.4061
O 5.6206 -0.1843 19.6367
O 8.6714 2.3471 -1.1545
O 27.4728 -0.863 14.2326
O 5.6222 6.7222 19.9285
O 6.5413 4.1275 -0.9318
O 7.5848 8.4426 19.7524
O 9.5857 6.7596 -0.6732
O -0.0413 5.4131 10.509
O 3.3783 0.7669 11.5432
O 1.2955 4.9335 17.277
O -0.1216 9.2304 10.1311
N 1.9498 7.6184 9.7539
O 6.3258 4.7942 10.6511
O 8.5589 2.9325 10.044
N 10.1627 0.6343 11.111
N 6.4499 8.4388 10.2989
O 4.7796 10.2096 9.7036
O 8.5593 6.6661 10.8265
O 8.6194 9.317 11.7822
O -4.2236 -3.2209 12.7581
O -3.0923 0.4075 18.6205
O 4.97 3.2956 15.3972
O 11.2025 5.3111 14.8451
O -0.0317 -0.6694 14.7836
O 8.4646 17.0128 15.7489
O 5.7923 -2.9734 17.8203
O 14.1961 2.6728 13.638
O 9.0828 5.3197 13.2734
O 4.5942 3.0952 11.787
O 11.3512 9.7702 12.5709
O 5.6711 6.7735 15.433
O 10.0962 6.7009 17.9499
O 9.6114 4.4257 17.2792
O -3.0167 9.6452 14.8946
O 9.2682 3.0653 14.915
O -0.7964 9.0602 16.7327
N 4.9908 5.1989 13.1017
O 3.0416 5.2092 15.1697
O 7.3417 3.2517 16.8606
O 0.5578 1.0704 13.3655
O 4.2433 -1.9191 15.8692
O 13.5467 -1.0924 14.0756
O 12.4403 2.5328 11.6946
O 7.3044 3.6886 12.7289
O 6.25 10.2722 16.9162
O 9.6476 12.8818 17.491
O -4.0989 12.4327 15.1029
O -1.2308 7.8803 14.179
O 7.4476 6.3356 18.0182
O 1.1699 -3.9138 16.1406
O 15.1203 -3.1826 13.7193
O -1.0254 2.9359 12.372
O -5.4113 1.6579 17.4736

Results
free energy: -38410.121 eV
free energy less fixed offsets of N -289.75, O -463.61, Si -117.95 eV per atom: 17.859 eV
pressure: -4.95 GPa
stress xx, yy, zz, yz, xz, xy (GPa, positive in tension): 6.49, 4.11, 4.25, -1.95, 0.26, -1.6

Forces (eV/angstrom), in the order of the atoms: element, x, y, z
Si -1.762 1.6617 1.2617
Si -0.7349 2.5621 -0.0827
Si -3.1848 -0.6553 -1.3832
Si -0.2923 -0.3068 4.5927
Si -2.5041 0.8324 -1.6744
Si -0.9321 -2.4233 -2.8734
Si -2.0138 -0.0293 -2.5308
Si 1.7943 1.6057 -3.7014
Si 1.0305 -0.9458 -2.3975
Si -1.0396 0.0329 -1.2696
Si 0.566 2.0313 0.0609
Si -0.3478 -0.1916 0.2089
Si 3.1995 1.4587 1.9651
Si 0.7889 2.3171 2.3464
Si 1.8121 -1.5199 1.5809
Si -1.1217 -0.5743 1.137
Si -1.4209 -0.0322 1.9347
Si -2.232 -0.4401 1.4313
Si 0.4609 -0.9835 -0.5062
Si -0.1746 -0.9036 1.5652
Si -0.2194 0.7176 0.4314
Si -1.5809 0.1524 -0.2087
Si -0.6958 0.2965 1.3991
Si -0.1656 -0.0279 -0.1914
Si -2.0671 1.8189 -2.2324
Si 0.3761 0.7429 0.1946
Si 0.6666 1.1978 0.1998
Si -1.2324 1.9336 -1.2688
Si 0.0956 0.8213 -2.7367
Si -1.6252 2.6381 -1.9278
Si 1.5091 -0.6686 -1.5494
Si 0.1705 -1.2735 -2.3569
Si 2.3512 -2.6928 1.8536
Si 0.9562 -2.019 2.384
Si 1.4477 -1.0774 1.5867
Si -0.5387 -0.8807 1.7084
Si -1.408 -0.7636 -0.7437
Si 0.1542 -1.2532 0.9038
Si -0.9537 -0.4831 0.772
Si -2.1856 1.2592 -0.8293
Si -1.4796 0.1273 -0.4438
Si -0.0335 1.0427 -1.5006
Si -0.7331 1.0323 -0.5608
Si -0.2007 0.7862 -0.5536
Si 0.3334 2.7194 -0.0317
Si 2.3088 1.0907 -0.1754
Si 1.1591 -0.8059 -0.6403
Si -0.2653 1.562 0.0966
Si -0.1762 0.4319 -0.7846
Si 1.2714 0.0396 -0.0636
Si 1.355 -1.0419 1.1949
Si 1.1407 -1.4535 -0.8367
Si -0.2213 -0.927 -1.3203
Si 2.0464 1.2863 -1.2099
Si -0.915 0.8201 2.3857
Si -1.3849 -1.5433 0.746
Si -1.9154 1.1288 1.4433
Si 2.1507 -0.4677 1.6004
Si -3.3889 1.7618 -1.4355
Si -0.0304 0.6204 0.1672
Si -0.6655 0.9723 0.6201
Si -1.2558 -0.1867 2.3448
Si -0.8709 1.2596 -0.4746
Si -1.2148 1.3543 1.1009
Si 1.6156 1.6651 -1.5853
Si 0.8809 0.1522 2.3219
Si 0.6714 -2.8065 -0.6155
Si -1.3848 1.1132 0.7953
Si -0.1766 3.8668 -3.4072
Si 0.8425 0.1349 1.7652
Si 1.1875 -2.0927 -0.2191
Si 2.7742 1.0785 -0.2056
Si -4.2607 0.2695 -1.7181
Si -2.5908 -1.0389 0.5439
Si -3.0252 3.389 -2.0978
Si -1.6016 -1.8004 0.1049
Si 1.479 -4.3186 1.9401
Si -0.0815 -2.0843 -0.0863
Si -5.4041 -0.3054 2.8787
Si -0.7963 3.5468 0.1277
Si -0.9722 -1.9219 -1.0439
Si 3.3817 1.6861 -5.1354
Si 4.3287 -1.7199 3.032
Si -0.4594 0.157 -0.1593
Si 2.5607 -1.3956 -0.7586
Si -1.5644 -0.0587 -0.0572
Si 5.5297 -1.89 -3.3622
Si 0.3254 0.6381 2.0793
O 1.2844 -1.2069 1.2722
O 0.8402 0.1679 0.0669
O -0.8633 -0.6506 0.8028
O 1.1175 -2.6216 0.3082
O -2.6522 0.8159 2.4963
O -1.2627 0.7432 2.085
O -0.089 -1.459 -4.162
O -2.0157 3.0459 -0.7222
O 2 -1.7085 -1.8221
O 0.4857 -0.6723 -3.0441
O -0.4295 0.578 -0.0124
O -1.5379 -0.812 0.3549
O -2.8175 -5.1886 5.1553
O 2.1124 0.1524 2.6843
O 1.1558 -1.4819 2.1546
O -0.6916 0.1716 2.8327
O 1.3541 1.1238 -1.1861
O 0.5834 -1.7482 -3.1265
O 1.2916 -1.1754 1.294
O -1.4457 0.7968 1.3967
N 4.161 -4.0872 1.015
O 1.5369 -0.8355 -2.0166
O 0.0365 -1.7424 -0.7265
N -0.2754 -0.2223 -2.2638
N 0.7564 -3.0415 0.1913
O -2.1628 2.5731 0.6762
O -0.1974 2.2563 0.2116
O -0.1249 -0.9922 0.1962
O -0.2328 -1.6045 0.0381
O 1.7612 2.01 -0.611
O 0.4723 0.1633 0.4688
O -1.3964 0.5047 -0.7124
O -1.284 -0.8152 1.4366
O 0.5754 0.6955 0.4595
O 0.2988 0.6454 -0.2681
O 0.0153 2.0519 3.8747
O 0.459 -2.091 1.2163
O 1.9805 0.2426 -2.1028
O -0.8443 -2.4241 -1.9167
O -0.9752 0.5889 -2.123
O 1.8937 2.3623 -0.9995
O -1.1471 -0.6655 0.6278
O 0.4127 2.5285 0.4991
O -0.7851 -0.5109 2.2985
O -0.9435 0.2346 -2.3129
N -0.5109 0.9029 3.2977
O -0.1171 -1.3266 -1.0778
O 0.1488 -1.1366 -1.7813
O 2.1076 -0.0801 0.2687
O 0.8958 -1.0944 1.2986
O 2.9505 0.26 0.7545
O 2.0918 -0.4634 -0.7518
O 0.7592 -1.7033 1.5939
O 0.7015 0.5743 -3.0909
O -1.1135 0.6198 -0.9582
O -1.5114 -1.2746 1.0707
O 0.4844 2.5412 1.0583
O 1.3248 -0.7482 0.7076
O 2.4232 1.3464 -2.6012
O 0.4035 1.2347 -0.5627
O -0.836 0.7966 0.7826
O 0.1719 1.0509 -1.8589
